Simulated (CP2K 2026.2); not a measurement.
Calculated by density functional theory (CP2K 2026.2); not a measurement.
Periodic cell of 513 atoms, Si351O162, from a study of silicon, its oxide and their interface. The atomic structure is a simulated model.
Doubt: the forces sum to 1.43 eV/angstrom along one axis rather than to zero, so they err by at least 0.0028 eV/angstrom per atom on average; the grid cutoff is modest.

Settings
functional: PBE
method: Gaussian and plane waves
basis set: DZVP-MOLOPT-SR-GTH
pseudopotentials: GTH-PBE
grid cutoff: 350 Ry, relative cutoff 50 Ry
k points: Gamma only
occupations: fixed
spin: none
net charge: 0

Cell vectors (angstrom)
a 16.407 0 0
b 0 16.407 0
c -0.2157 0.3942 34.2587

Atoms and the computed forces on them: element, x, y, z (angstrom), force x, y, z (eV/angstrom)
Si 15.91 0.366 0.315 0.073 0.038 0.208
Si 2.455 3.075 0.206 0.1 -0.078 0.119
Si 0.16 5.327 0.069 -0.154 0.132 0.136
Si 2.161 8.571 0.051 0.113 -0.037 0.196
Si 0.253 11.079 0.194 -0.104 0.041 0.215
Si 2.605 14.191 34.003 -0.059 0.063 0.24
Si 5.716 16.684 34.197 -0.146 0.104 0.193
Si 7.621 3.412 34.168 0.125 -0.069 0.217
Si 5.657 5.323 0.091 0.008 0.078 0.187
Si 8.36 8.465 34.242 -0.054 0.005 0.191
Si 4.634 11.669 33.846 0.083 -0.092 0.257
Si 7.924 13.748 0.023 0.044 -0.058 0.207
Si 11.141 16.183 0.22 -0.099 -0.003 0.208
Si 13.605 2.438 0.318 0.018 0.061 0.184
Si 10.605 6.22 34.253 0.021 -0.078 0.242
Si 13.535 8.551 0.356 0.088 -0.107 0.172
Si 11.255 10.799 0.135 -0.121 0.1 0.156
Si 13.422 14.065 0.327 0.02 -0.093 0.244
Si 1.228 1.5 1.453 -0.01 0.019 -0.067
Si 4.12 4.171 1.446 -0.021 -0.009 -0.036
Si 1.153 6.991 1.434 0.012 -0.016 -0.051
Si 3.936 9.697 1.156 -0.039 0.01 -0.064
Si 1.445 12.632 1.401 -0.013 -0.026 -0.058
Si 4.091 15.248 1.113 0.015 -0.016 -0.048
Si 6.862 1.468 1.408 -0.002 -0.009 -0.052
Si 9.551 4.172 1.174 -0.002 0.015 -0.049
Si 6.873 6.963 1.262 -0.004 -0.023 -0.047
Si 9.566 9.682 1.375 0.012 -0.015 -0.053
Si 6.581 12.226 1.149 0 0.032 -0.056
Si 9.491 14.978 1.366 0.013 0.018 -0.052
Si 12.159 1.305 1.692 0.021 -0.006 -0.07
Si 14.911 4.147 1.348 0.024 -0.007 -0.054
Si 12.31 6.904 1.481 0 0.019 -0.047
Si 15.06 9.863 1.527 -0.003 0 -0.043
Si 12.273 12.412 1.506 0.02 0.01 -0.051
Si 14.909 15.206 1.697 -0.018 0.006 -0.069
Si 16.291 2.868 2.823 -0.019 -0.001 -0.011
Si 2.699 0.093 2.647 0.006 0 -0.001
Si 16.302 8.362 2.855 -0.012 0.003 0.009
Si 2.665 5.609 2.708 0.001 0.011 -0.006
Si -0.017 13.811 2.841 0.003 -0.002 0.009
Si 2.719 11.093 2.696 0.014 0.006 0.021
Si 5.443 2.776 2.79 -0.008 -0.001 0.011
Si 8.212 0.059 2.732 0.014 0.004 0.017
Si 5.398 8.344 2.549 0.005 -0.002 0.011
Si 8.203 5.547 2.652 0.005 -0.002 0.014
Si 5.369 13.763 2.563 -0.007 -0.001 0.008
Si 8.041 10.993 2.62 0.001 -0.003 0.012
Si 10.794 2.854 2.757 -0.001 0.006 0.005
Si 13.551 0.07 3.083 0 -0.003 0.004
Si 10.922 8.327 2.796 0.001 0.001 0.028
Si 13.635 5.512 2.797 -0.009 0.006 0.004
Si 10.828 13.711 2.83 -0.003 -0.012 0.01
Si 13.648 11.114 2.9 0.006 0.007 0.011
Si 1.304 4.247 4.112 -0.008 -0.013 0.022
Si 4.027 1.433 4.101 0.003 0.006 -0.005
Si 1.349 9.724 4.116 -0.003 0.001 -0.007
Si 4.06 6.987 4.02 0.006 0.004 0.011
Si 1.371 15.181 4.134 -0.015 0.005 0
Si 4.076 12.438 4.07 -0.002 -0.006 -0.011
Si 6.822 4.206 4.077 0.008 0.006 -0.004
Si 9.495 1.456 4.148 0.003 -0.001 0.003
Si 6.733 9.642 4.033 0.001 0 0.005
Si 9.524 6.917 4.093 -0.001 0.002 -0.008
Si 6.752 15.102 4.014 -0.001 -0.001 -0.007
Si 9.404 12.341 4.086 0.011 0.013 -0.002
Si 12.219 4.179 4.135 0.011 -0.006 -0.002
Si 14.978 1.509 4.256 0 0.003 0.02
Si 12.26 9.687 4.183 -0.007 -0.006 -0.005
Si 14.95 6.94 4.169 0.005 0.009 -0.008
Si 12.162 15.058 4.28 0.011 0.009 0.008
Si 15.026 12.454 4.229 -0.01 -0.003 0
Si -0.018 0.119 5.531 0.007 0.002 -0.004
Si 2.669 2.842 5.456 -0.001 -0.004 -0.002
Si 16.358 5.594 5.509 -0.006 0.007 0
Si 2.716 8.333 5.455 0 0.004 0
Si -0.026 11.04 5.531 0.002 0.001 0.002
Si 2.702 13.77 5.481 0.008 -0.004 -0.007
Si 5.407 16.465 5.441 -0.008 -0.001 -0.003
Si 8.131 2.83 5.494 -0.002 -0.002 0.003
Si 5.421 5.595 5.409 -0.001 0 0.001
Si 8.113 8.286 5.428 0.002 -0.003 -0.007
Si 5.425 11.047 5.439 0.003 0.004 0
Si 8.096 13.761 5.452 0.003 0.001 -0.005
Si 10.841 0.106 5.562 -0.003 0.001 0.005
Si 13.581 2.858 5.564 0 0.006 -0.005
Si 10.876 5.568 5.495 0 0.005 -0.008
Si 13.598 8.3 5.54 -0.001 -0.007 0.001
Si 10.822 11.03 5.487 -0.005 -0.002 -0.001
Si 13.609 13.761 5.594 0.003 -0.004 0.006
Si 1.331 1.497 6.879 -0.004 0.002 0.001
Si 4.056 4.219 6.801 -0.002 0.002 -0.007
Si 1.336 6.967 6.843 0.002 -0.002 -0.005
Si 4.063 9.693 6.839 0 0.003 -0.002
Si 1.333 12.42 6.875 -0.006 -0.002 -0.004
Si 4.06 15.129 6.854 -0.002 -0.005 -0.002
Si 6.755 1.448 6.831 -0.001 0.002 -0.004
Si 9.512 4.191 6.858 0.002 -0.001 -0.002
Si 6.767 6.937 6.828 0 0.001 -0.004
Si 9.469 9.648 6.838 0.002 -0.001 -0.003
Si 6.768 12.395 6.848 0.003 0.003 0
Si 9.452 15.125 6.865 -0.001 0.005 -0.001
Si 12.234 1.465 6.913 0.006 -0.002 0.002
Si 14.979 4.235 6.886 0 -0.001 0.002
Si 12.227 6.932 6.884 -0.001 0.002 0.002
Si 14.991 9.666 6.878 -0.001 -0.002 -0.001
Si 12.205 12.378 6.887 0 0 0.002
Si 14.994 15.163 6.897 -0.002 0.005 0.002
Si 16.354 2.856 8.241 -0.001 0 -0.001
Si 2.696 0.105 8.217 0 0 -0.002
Si -0.042 8.305 8.234 -0.002 0.001 0.001
Si 2.697 5.58 8.2 0.001 0.002 -0.001
Si -0.051 13.777 8.238 -0.001 0.001 -0.002
Si 2.694 11.043 8.231 -0.001 0.003 0
Si 5.403 2.838 8.19 -0.005 -0.002 -0.001
Si 8.112 0.097 8.234 -0.001 0 0
Si 5.417 8.314 8.214 0.002 0.001 0
Si 8.138 5.57 8.204 0.001 -0.001 -0.001
Si 5.413 13.762 8.229 0 0 -0.002
Si 8.129 11.028 8.224 0.003 -0.002 -0.001
Si 10.867 2.839 8.256 0.002 -0.002 -0.001
Si 13.62 0.111 8.268 0.004 0.001 0.003
Si 10.843 8.3 8.222 -0.001 0 0
Si 13.609 5.585 8.252 0 0.001 -0.001
Si 10.842 13.77 8.237 0.001 0 0
Si 13.591 11.016 8.233 -0.002 -0.002 0.001
Si 1.329 4.227 9.593 0 0 -0.002
Si 4.054 1.474 9.581 -0.002 -0.001 0.001
Si 1.319 9.675 9.595 -0.001 0 0
Si 4.057 6.939 9.588 -0.002 0 -0.003
Si 1.32 15.153 9.587 -0.003 -0.001 -0.001
Si 4.053 12.406 9.606 0 0 -0.001
Si 6.78 4.194 9.567 0.002 0 -0.002
Si 9.494 1.462 9.602 0.002 0.001 0
Si 6.77 9.67 9.611 -0.001 0.003 0
Si 9.491 6.934 9.592 -0.001 0.001 -0.001
Si 6.765 15.133 9.607 0 0.002 0
Si 9.488 12.39 9.61 0.003 0.002 -0.001
Si 12.241 4.213 9.611 0.001 -0.002 0.001
Si 14.992 1.49 9.618 0.001 0.002 0.002
Si 12.216 9.658 9.595 0.003 -0.001 0.002
Si 14.983 6.948 9.606 0 -0.001 0.002
Si 12.222 15.138 9.601 -0.001 0.001 0
Si 14.964 12.401 9.577 0 0.001 -0.002
Si -0.041 16.515 10.964 0.002 -0.001 0.001
Si 2.701 2.845 10.952 -0.002 -0.002 -0.001
Si -0.044 5.589 10.969 0 0 0
Si 2.687 8.306 10.963 0 0 0.001
Si 16.331 11.036 10.942 -0.002 0.003 -0.001
Si 2.684 13.788 10.953 -0.001 0.003 -0.002
Si 5.411 16.517 10.965 0 -0.001 0.001
Si 8.139 2.843 10.964 0 -0.002 0
Si 5.438 5.566 10.949 -0.001 -0.002 -0.002
Si 8.139 8.295 10.978 0.003 -0.001 0.001
Si 5.406 11.041 10.991 -0.002 0.001 0.002
Si 8.122 13.762 10.983 0.001 0 -0.002
Si 10.859 16.507 10.98 0.001 0.001 0.001
Si 13.618 2.859 10.977 0 0 0.002
Si 10.863 5.58 10.967 0.002 0 0
Si 13.585 8.3 10.96 0 0.002 0.002
Si 10.856 11.018 10.979 0.002 0.002 0.001
Si 13.588 13.753 10.947 0.002 0 -0.002
Si 1.34 1.479 12.324 -0.002 0.005 0.002
Si 4.094 4.193 12.32 0.002 0.001 -0.002
Si 1.317 6.958 12.344 0 0.001 0
Si 4.046 9.66 12.353 -0.002 0.002 0
Si 1.306 12.406 12.283 0 0 -0.001
Si 4.046 15.153 12.332 -0.003 0.001 0.001
Si 6.786 1.472 12.333 0.004 -0.001 0
Si 9.498 4.222 12.338 0.003 0 0
Si 6.794 6.916 12.352 -0.003 0.001 0
Si 9.495 9.651 12.366 -0.002 0.001 0.001
Si 6.759 12.409 12.379 0.003 0.003 0.001
Si 9.489 15.126 12.351 0 -0.003 0.001
Si 12.235 1.492 12.324 0.003 -0.001 0.002
Si 14.993 4.23 12.339 0.002 0.002 0.001
Si 12.218 6.945 12.343 0.002 -0.003 0.001
Si 14.946 9.676 12.307 0.001 -0.003 0
Si 12.226 12.389 12.334 0 0.002 0.002
Si 14.965 15.13 12.283 -0.004 0 -0.001
Si -0.029 2.849 13.675 -0.002 -0.004 0.001
Si 2.72 16.541 13.709 -0.001 -0.002 0.004
Si 16.317 8.341 13.684 -0.005 0.005 0.002
Si 2.731 5.572 13.655 0.001 -0.003 -0.003
Si -0.072 13.758 13.628 0 0.001 -0.005
Si 2.646 11.045 13.677 0 0.001 0.003
Si 5.469 2.848 13.73 0.001 -0.007 0.001
Si 8.121 16.503 13.715 0.003 -0.002 0
Si 5.434 8.287 13.711 0.002 -0.001 0.001
Si 8.158 5.568 13.763 0.001 -0.002 0.005
Si 5.375 13.791 13.74 -0.006 0.005 0.004
Si 8.126 11.021 13.734 -0.003 0.001 0.002
Si 10.872 2.872 13.696 -0.001 0.001 0.001
Si 13.607 16.504 13.644 0 0.001 0
Si 10.843 8.271 13.756 0.004 0.003 0.002
Si 13.612 5.606 13.698 0.001 0.001 0.004
Si 10.855 13.745 13.708 0.005 0 0
Si 13.572 11.004 13.703 0.004 0.001 0.002
Si 1.382 4.213 15.011 0.004 0.007 -0.004
Si 4.122 1.491 15.108 0.004 0.013 0.002
Si 1.249 9.723 15.055 0.002 0 0.002
Si 4.076 6.912 15.063 0.002 0 0.001
Si 1.294 15.137 14.963 -0.005 -0.001 0
Si 3.992 12.387 15.075 -0.004 -0.002 0.002
Si 6.832 4.19 15.158 0.002 -0.002 0.003
Si 9.505 1.487 15.037 0.002 -0.004 0.004
Si 6.782 9.638 15.117 0.002 -0.001 0.004
Si 9.496 6.916 15.195 -0.002 -0.005 0.003
Si 6.734 15.171 15.121 0.002 -0.004 0
Si 9.495 12.375 15.106 0.002 -0.001 -0.004
Si 12.246 4.25 15.063 0.008 0.003 -0.002
Si 14.994 1.454 14.991 -0.002 0.001 0
Si 12.197 9.645 15.111 -0.004 -0.008 -0.001
Si 14.961 6.992 15.072 0.002 0.005 -0.002
Si 12.227 15.158 15.014 0 -0.002 -0.001
Si 14.979 12.381 14.998 -0.003 -0.001 0.001
Si -0.02 16.506 16.336 -0.007 -0.004 0
Si 2.767 2.9 16.426 -0.006 -0.012 -0.003
Si 0.011 5.61 16.305 0.003 0 0.012
Si 2.641 8.306 16.311 0.001 0.002 0.015
Si 16.283 11.077 16.483 0.005 0.003 -0.001
Si 2.568 13.769 16.378 0.004 0.01 -0.005
Si 5.435 16.557 16.585 -0.003 0 0.002
Si 8.231 2.802 16.53 -0.001 -0.007 0.005
Si 5.45 5.581 16.496 -0.001 -0.003 0.001
Si 8.126 8.306 16.586 0.002 0.012 0.006
Si 5.355 10.986 16.427 0.006 -0.004 0.007
Si 8.098 13.756 16.424 0.003 0.002 0.003
Si 10.859 16.534 16.377 0.007 0.007 0.005
Si 13.625 2.826 16.325 0.001 0 0.005
Si 10.926 5.565 16.555 -0.001 -0.007 0
Si 13.579 8.324 16.511 -0.002 -0.002 0.005
Si 10.816 10.973 16.512 0.006 0.008 0.002
Si 13.624 13.771 16.297 0.006 0.002 0
Si 1.431 1.427 17.661 0.004 0.017 -0.011
Si 4.086 4.267 17.894 0.002 -0.009 -0.007
Si 1.295 7.01 17.71 -0.004 0.002 -0.024
Si 3.917 9.617 17.744 -0.005 -0.007 -0.015
Si 1.182 12.517 17.854 0.013 -0.006 0.006
Si 3.915 15.103 17.744 -0.007 -0.011 -0.015
Si 6.888 1.529 18.019 0.025 0.01 -0.011
Si 9.684 4.076 17.936 -0.009 0.002 0.003
Si 6.745 6.927 17.96 0.007 0.014 -0.011
Si 9.488 9.63 18.043 -0.002 -0.005 -0.01
Si 6.733 12.346 17.766 0.005 0.009 -0.009
Si 9.444 15.199 17.723 -0.004 -0.001 -0.009
Si 12.259 1.487 17.716 -0.001 0.004 0.001
Si 15.103 4.165 17.562 0.005 0.021 -0.022
Si 12.281 6.95 17.962 -0.005 0.002 -0.007
Si 14.887 9.747 17.888 0.006 -0.006 -0.019
Si 12.265 12.43 17.658 0.002 -0.008 -0.014
Si 15 15.117 17.644 -0.005 -0.001 -0.002
Si 0.063 2.801 18.913 0.005 0.003 0.04
Si 2.643 16.49 19.176 0.004 0.001 0.054
Si -0.117 8.305 19.119 0.01 -0.013 0.067
Si 2.658 5.717 19.152 -0.02 -0.005 0.068
Si 16.209 13.923 19.264 -0.006 0.013 0.073
Si 2.535 11.035 19.057 0.011 -0.004 0.071
Si 5.489 3.007 19.356 0.006 -0.041 0.052
Si 8.245 16.414 19.377 -0.019 -0.004 0.052
Si 5.15 8.249 19.26 -0.006 0.043 0.051
Si 8.306 5.522 19.167 -0.009 0.005 0.072
Si 5.25 13.666 19.01 -0.002 -0.004 0.057
Si 7.989 11.053 19.316 0.002 0.018 0.038
Si 11.103 2.699 19.393 0.015 -0.003 0.049
Si 13.648 16.483 18.935 0.001 -0.007 0.035
Si 10.987 8.322 19.516 -0.01 0.01 0.039
Si 13.792 5.421 19.006 0.03 -0.031 0.061
Si 10.889 13.829 18.904 0.001 -0.004 0.047
Si 13.556 11.251 19.228 -0.016 0.022 0.062
Si 1.204 4.328 20.269 0.005 -0.042 -0.201
Si 4.394 1.143 20.368 -0.044 0.096 -0.249
Si 1.242 9.664 20.459 -0.055 0.047 -0.215
Si 3.398 7.332 20.79 0.141 -0.131 -0.216
Si 0.9 15.565 20.592 0.04 -0.013 -0.228
Si 4.099 12.118 20.401 0.014 0.028 -0.226
Si 6.886 4.535 20.741 -0.012 0.005 -0.219
Si 10.045 0.988 20.738 -0.049 -0.005 -0.224
Si 6.255 9.852 20.529 0.086 -0.027 -0.236
Si 9.702 6.667 20.686 0.039 0.055 -0.246
Si 6.446 15.117 20.357 0.104 0.007 -0.157
Si 9.615 12.491 20.304 -0.104 -0.012 -0.16
Si 13.058 3.708 20.444 -0.12 -0.018 -0.182
Si 15.123 1.392 20.162 0.013 -0.011 -0.069
Si 11.927 10.313 20.634 0.068 -0.145 -0.188
Si 15.353 6.523 20.351 -0.073 0.048 -0.23
Si 12.255 15.158 20.261 -0.009 0.002 -0.104
Si 14.504 12.945 20.654 0.051 -0.021 -0.252
Si 2.237 13.535 22.673 -0.04 0.01 -0.041
Si 2.797 2.67 22.536 -0.057 0.084 -0.087
Si 4.006 4.541 24.701 -0.055 0.046 0.139
Si 6.238 0.908 29.057 -0.073 0.048 -0.058
Si 2.318 6.862 23.687 0.113 -0.013 -0.017
Si 14.587 9.493 24.837 0.004 0.064 -0.038
Si 8.005 13.77 22.571 -0.062 -0.021 -0.032
Si 8.501 16.582 27.038 0.01 -0.01 -0.039
Si 6.273 6.337 24.888 0.007 -0.016 -0.006
Si 5.953 10.186 28.149 0.033 -0.007 0.059
Si 4.58 7.808 27.181 0.013 -0.017 -0.052
Si 7.031 16.222 24.202 -0.017 -0.043 0.041
Si 12.353 16.466 29.8 0.011 -0.043 0.053
Si 11.675 5.195 22.624 0.026 0.057 -0.009
Si 8.138 8.067 28.854 0.031 0.05 -0.047
Si 15.546 6.84 23.266 0.016 0.069 0.05
Si 12.185 10.989 23.635 -0.02 0.048 -0.047
Si 1.881 2.367 27.499 0.004 -0.004 0.025
Si 16.224 6.091 27.079 0.044 -0.013 0.087
Si 1.264 10.932 27.908 0.097 -0.061 -0.032
Si 13.912 9.875 32.002 0.052 -0.067 -0.095
Si 4.311 14.813 24.834 -0.012 -0.002 0.038
Si 8.188 2.426 22.892 0.042 0.02 -0.027
Si 11.339 2.773 30.011 0.059 -0.076 -0.014
Si 10.94 8.316 27.398 -0.001 -0.094 0.017
Si 4.739 3.344 27.663 0.003 0.009 0.002
Si 5.593 14.371 29.642 0.019 0.047 -0.069
Si 10.262 2.856 27.077 -0.009 -0.04 0.044
Si 12.205 3.873 25.201 0.057 0.043 -0.024
Si 10.075 11.311 26.958 -0.078 0.018 -0.054
Si -0.124 11.433 22.841 -0.022 -0.039 -0.011
Si 15.475 4.637 31.808 0.08 0.039 -0.037
Si 3.062 12.981 28.866 0.061 0.009 0.076
Si 14.116 8.095 27.629 -0.026 0.097 -0.119
Si 15.247 4.184 24.871 0.026 0.09 0.011
Si 14.688 12.752 32.428 0.031 0.006 -0.035
Si 5.979 5.932 29.101 0.018 -0.024 -0.08
Si 11.029 6.411 25.001 0.007 0.071 0.078
Si 1.857 8.325 26.178 0.01 0.04 0.003
Si 8.666 4.591 25.245 -0.06 -0.015 -0.033
Si 5.346 13.059 27.061 -0.017 -0.039 -0.075
Si 11.223 10.797 31.413 0 0.059 0.07
Si 12.334 4.484 32.294 -0.06 -0.054 0.049
Si 11.172 15.071 27.481 -0.032 0.057 -0.014
Si 7.934 12.992 31.321 -0.021 -0.059 -0.01
Si 0.568 4.224 29.319 0.024 0.004 -0.008
Si 9.374 11.955 24.322 -0.076 0.013 -0.06
Si 0.932 1.964 24.718 0 0.047 0.113
Si 1.79 16.089 26.312 0.05 0.002 0.001
Si 11.608 13.24 25.281 0.114 0.093 0.007
Si 4.73 6.905 31.542 -0.008 -0.042 -0.026
Si 0.822 16.06 32.057 0.077 0.001 0.045
Si 4.733 9.908 31.117 -0.069 -0.01 -0.022
Si 7.178 7.364 22.199 -0.044 -0.097 -0.071
Si 2.286 8.288 31.249 -0.077 0.063 -0.041
Si 7.172 1.428 31.842 -0.025 -0.011 0.056
Si 8.375 9.797 31.438 0.054 0.075 0.007
Si 9.982 0.671 31.549 0.015 -0.111 -0.073
Si 0.524 13.808 27.916 -0.049 -0.006 0.122
Si 10.272 12.843 29.407 -0.062 0.004 0.001
Si 1.349 2.738 31.767 -0.008 0.027 -0.07
Si 15.073 14.688 30.131 -0.05 0.05 0.011
Si 16.025 9.138 29.89 0.028 -0.052 -0.017
O -0.072 15.426 30.854 0.04 -0.117 -0.163
O -0.19 16.32 33.287 -0.185 -0.126 0.104
O 1.375 1.11 31.503 -0.041 0.089 0.027
O 0.792 0.425 25.236 -0.173 -0.018 0.08
O 2.506 2.985 32.902 0.239 -0.056 -0.115
O 1.504 4.398 0.085 0.106 -0.055 0.089
O 0.963 10.23 33.913 0.225 -0.132 -0.049
O 2.148 8.217 32.869 0.125 0.009 0.094
O 14.861 8.382 29.055 -0.093 -0.288 -0.089
O 16.126 12.372 33.088 0.01 -0.107 -0.246
O 3.605 12.943 33.499 0.184 0.057 -0.21
O 1.96 15.008 32.673 -0.103 -0.103 -0.115
O 5.488 1.895 27.958 -0.071 -0.119 -0.143
O 5.829 0.934 32.666 -0.054 0.089 -0.158
O 6.528 4.597 33.812 0.092 -0.17 0.157
O 7.856 2.657 32.704 -0.056 0.151 0.015
O 4.651 6.346 33.061 0.034 0.314 -0.02
O 5.697 5.889 30.707 0.123 0.066 0.157
O 7.864 9.294 32.903 -0.259 -0.047 -0.096
O 3.217 6.983 30.897 0.009 -0.077 0.127
O 3.125 9.658 30.876 0.029 0.223 -0.083
O 4.971 10.978 32.358 0.224 -0.09 0.019
O 8.207 13.458 32.863 0.076 -0.106 0.117
O 6.658 15.359 33.953 -0.062 -0.06 -0.135
O 12.083 15.509 34.002 0.158 0.15 -0.08
O 10.432 0.887 33.095 -0.002 0.207 -0.061
O 14.516 1.769 34 -0.141 -0.126 -0.044
O 12.343 3.247 33.356 -0.091 -0.087 -0.024
O 11.442 5.7 32.917 -0.075 -0.084 -0.246
O 9.469 7.324 33.748 -0.218 -0.168 -0.111
O 12.226 9.482 0.007 -0.15 0.006 -0.173
O 14.002 8.682 33.12 -0.127 -0.16 0.077
O 7.83 11.343 31.217 -0.057 -0.011 -0.074
O 10.932 11.646 32.802 -0.276 0.308 -0.072
O 14.796 13.263 30.891 -0.151 -0.186 0.084
O 13.976 13.943 33.243 0.05 0.28 -0.255
O 2.051 3.726 21.551 0.167 0.154 0.157
O 3.742 3.373 23.631 0.186 -0.255 0.055
O 5.458 16.363 20.831 -0.072 0.124 -0.064
O 3.736 1.618 21.776 -0.246 -0.043 -0.012
O 0.77 6.766 23.191 0.149 -0.102 0.13
O 13.039 9.962 24.577 -0.211 -0.25 0.143
O 2.724 5.589 24.677 0.087 -0.079 -0.058
O 3.355 6.828 22.396 0.176 0.004 0.083
O 1.477 14.813 21.96 0.06 -0.046 0.021
O 1.102 12.473 23.249 0.122 0.091 0.054
O 3.201 12.785 21.597 -0.076 0.272 -0.149
O 3.272 14.073 23.815 -0.061 -0.073 -0.058
O 7.457 3.447 21.842 0.162 -0.222 -0.008
O 6.479 6.01 21.499 -0.264 0.007 0.009
O 9.469 1.71 22.133 -0.013 0.013 0.036
O 11.218 16.225 21.096 0.15 -0.021 -0.176
O 6.593 8.847 21.812 0.14 0.046 0.295
O 4.781 9.402 27.342 -0.113 -0.06 -0.258
O 10.482 5.452 21.529 -0.164 -0.067 -0.201
O 8.756 7.43 21.796 -0.039 0.116 0.105
O 6.697 14.045 21.625 -0.062 -0.156 0.045
O 8.017 15.081 23.542 0.255 -0.085 0.125
O 10.612 11.288 20.83 0.094 -0.185 -0.102
O 9.263 13.569 21.532 0.099 0.23 -0.091
O 11.814 6.564 23.549 0.072 0.253 0.02
O 12.951 4.724 21.75 -0.056 -0.125 0.148
O 14.106 2.493 20.946 0.057 -0.06 0.11
O 16.178 0.352 20.995 0.13 -0.193 -0.119
O 14.993 8.048 24.202 -0.186 -0.074 0.157
O 12.607 10.461 22.143 0.066 -0.126 0.084
O 0.02 5.343 20.81 0.172 0.183 0.109
O 14.884 7.146 21.804 0.006 0.269 0.118
O 13.309 14.078 21.053 -0.193 0.064 0.251
O 10.143 13.399 24.554 -0.088 0.143 0.063
O 11.399 12.124 26.455 0.016 -0.234 0.171
O 15.125 12.314 22.061 0.052 -0.056 0.226
O 2.415 8.638 20.983 0.211 -0.155 0.061
O 11.887 5.334 25.893 0.045 0.106 -0.064
O 16.013 2.832 24.383 -0.196 0.045 0.109
O 1.688 1.801 23.307 -0.108 -0.117 -0.184
O 16.107 4.806 26.098 0.067 0.018 0.142
O 13.787 3.612 25.269 -0.198 0.035 -0.002
O 5.198 11.035 21.041 -0.061 -0.077 0.187
O 1.785 2.742 25.898 0.198 0.262 -0.131
O 12.501 9.795 31.208 -0.044 -0.166 -0.166
O 1.626 9.864 26.707 0.025 0.219 0.108
O 4.179 13.546 29.921 -0.089 -0.093 0.02
O 15.614 10.634 24.148 0.067 -0.058 0.073
O 5.309 13.688 25.554 0.142 0.113 -0.224
O 7.194 1.224 23.383 -0.015 -0.211 -0.106
O 9.364 1.533 27.016 0.079 -0.005 -0.08
O 9.298 4.093 26.65 0.13 -0.058 -0.021
O 7.038 7.272 23.813 -0.129 0.282 0.01
O 5.623 4.476 28.453 0.213 0.008 -0.168
O 5.487 7.258 25.959 -0.077 -0.042 -0.107
O 3.001 7.563 27.026 -0.075 -0.033 0.209
O 0.861 8.225 30.456 -0.082 -0.251 0.088
O 6.055 11.603 27.327 0.329 -0.127 -0.146
O 7.551 16.424 25.733 -0.231 0.145 0.016
O 5.437 15.812 24.163 -0.127 0.259 -0.233
O 12.576 1.679 30.006 0.065 0.113 -0.126
O 9.603 15.378 27.131 -0.157 -0.278 0.137
O 11.479 2.674 26.009 -0.106 -0.033 0.083
O 11.539 3.941 23.693 0.085 -0.07 0.071
O 9.579 5.779 24.603 -0.008 -0.111 -0.377
O 10.822 7.753 25.864 0.079 -0.074 -0.131
O 0.56 2.924 28.304 -0.043 -0.136 -0.066
O 8.942 11.316 25.769 -0.059 0.012 0.131
O 10.529 10.918 23.732 0 -0.02 -0.152
O 15.046 5.371 23.778 -0.007 0.041 0.002
O 3.308 15.702 25.799 0.175 -0.086 -0.069
O 15.634 4.619 30.18 -0.28 0.064 -0.175
O 5.239 5.396 24.086 -0.079 0.126 -0.481
O 0.71 5.563 28.365 -0.027 -0.045 -0.121
O 2.336 8.247 24.604 -0.14 -0.016 -0.228
O 5.476 10.404 29.724 -0.202 0.345 0.032
O 14.573 9.205 26.478 0.054 -0.011 -0.043
O 13.823 11.391 32.625 -0.339 0.138 0.249
O 2.546 11.42 28.829 0.115 0.096 0.253
O 3.747 13.097 27.391 -0.032 0.156 0.006
O 7.552 16.655 28.352 0.03 -0.213 0.061
O 8.56 3.336 24.201 0.101 0.102 0.142
O 9.684 7.797 28.338 -0.062 -0.202 0.113
O 10.054 2.085 30.739 -0.069 -0.134 0.121
O 5.325 8.441 31.563 0.26 0.04 0.109
O 10.687 9.893 27.344 -0.031 0.014 -0.207
O 6.11 14.044 28.119 0.213 0.109 -0.092
O 8.05 12.349 23.435 -0.034 -0.198 0.187
O 8.376 16.702 31.609 -0.159 -0.321 -0.086
O 10.894 3.204 28.522 0.125 0.291 -0.022
O 11.954 16.306 28.205 0.077 0.08 -0.34
O 11.054 16.072 30.773 0.052 -0.068 -0.128
O 12.486 8.04 27.88 -0.029 -0.208 0.141
O 14.673 6.587 27.29 -0.024 -0.229 0.099
O 11.966 14.618 26.094 0.108 0.116 0.073
O 9.195 13.501 30.421 0.199 0.3 -0.208
O 0.484 10.337 21.77 -0.288 -0.103 -0.173
O 12.588 12.539 24.147 -0.013 0.053 0.051
O 4.536 3.878 26.115 0.024 0.227 0.046
O 1.977 0.73 27.575 -0.179 0.118 0.154
O 0.927 14.778 26.689 0.051 -0.167 -0.049
O 1.732 13.907 29.028 -0.061 0.239 0.209
O 15.272 9.824 31.144 0.064 0.298 0.285
O -0.148 3.249 32.289 0.026 0.025 0.093
O 16.088 5.894 32.687 0.1 0.164 -0.007
O 0.544 7.393 26.414 -0.256 0.087 -0.197
O 0.215 10.272 28.93 0.037 -0.061 0.152
O 0.517 12.276 27.322 -0.18 0.023 -0.169
O 7.462 6.561 28.78 0.042 -0.002 -0.094
O 3.19 3.102 28.153 -0.136 0.044 0.242
O 6.65 1.838 30.345 -0.039 0.074 -0.142
O 7.96 8.641 30.369 -0.281 -0.092 0.205
O 7.275 5.314 25.653 -0.05 0.132 0.221
O 4.942 7.046 28.549 -0.089 0.197 -0.01
O 6.61 13.771 30.764 0.052 0.018 -0.05
O 5.4 16.01 29.66 -0.218 -0.06 -0.03
O 9.981 9.777 31.278 -0.019 -0.394 -0.302
O 7.318 9.249 28.004 0.193 0.013 -0.104
O 11.74 4.103 30.836 0.184 0.257 -0.136
O 15.534 14.298 28.604 0.005 -0.065 -0.078
O 13.719 15.622 30.12 0.088 0.167 0.244
O 11.304 11.886 30.213 0.206 -0.003 0.104
O 13.901 4.821 32.098 0.013 -0.001 0.312
O 1.657 3.723 30.473 0.233 -0.024 0.082
O 11.195 13.928 28.642 0.038 -0.175 -0.023
O 9.433 11.989 28.289 -0.213 -0.056 -0.051

Results
total energy: -108571.725 eV
total energy less fixed offsets of O -438.35, Si -107.03 eV per atom: 8.505 eV
